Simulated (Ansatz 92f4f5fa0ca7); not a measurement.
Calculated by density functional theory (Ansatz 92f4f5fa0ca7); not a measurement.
Periodic cell of 285 atoms, Si195O90, from a study of silicon, its oxide and their interface. The atomic structure is a simulated model.
Doubt: the cutoff is far below the 930 eV that the study's wrapper takes by default for these files, so forces and energies are approximate.
This geometry differs little from another in the collection (a relaxation step or a small displacement).

Settings: functional PBE; potential files Ansatz PAW; basis plane waves; wave-function cutoff 580 eV; density cutoff ratio 5; exchange-correlation grid ratio 1; k mesh 1 x 1 x 1, Gamma-centred; self-consistency stop 5e-08 eV per atom in the density residual; occupations fixed; spin none; net charge 0.

Cell vectors (angstrom)
a 11.6015 0 0
b 0 10.938 0
c 0 0 40.3505

Atoms and the computed forces on them: element, x, y, z (angstrom), force x, y, z (eV/angstrom)
Si 0 0 0.9665 0.0034 0.0568 -0.0143
Si 3.8672 0 0.9665 -0.0007 0.0494 -0.0104
Si 7.7343 0 0.9665 0.0066 0.0271 -0.0006
Si 1.9336 1.3673 0.9665 -0.0017 -0.0317 -0.01
Si 5.8008 1.3673 0.9665 0.0017 -0.0745 0.0004
Si 9.6679 1.3673 0.9665 -0.0094 -0.0173 0.0071
Si 0 5.469 0.9665 0.0011 0.0193 -0.0045
Si 3.8672 5.469 0.9665 -0.0052 0.022 0.0037
Si 7.7343 5.469 0.9665 -0.0086 0.0564 0.0008
Si 1.9336 6.8362 0.9665 -0.006 -0.0048 0.0182
Si 5.8008 6.8362 0.9665 -0.0028 -0.0579 0.0096
Si 9.6679 6.8362 0.9665 0.0162 -0.0385 0.0097
Si 1.9336 2.7345 39.3834 -0.0044 0.0454 -0.0146
Si 5.8008 2.7345 39.3834 -0.0138 0.1036 -0.0469
Si 9.6679 2.7345 39.3834 -0.0042 0.0062 -0.0008
Si 0 4.1018 39.3834 -0.0097 0.008 0.0416
Si 3.8672 4.1018 39.3834 -0.0169 0.0157 0.0364
Si 7.7343 4.1018 39.3834 0.0059 -0.0314 0.0283
Si 1.9336 8.2035 39.3834 0.0277 -0.0252 0.0304
Si 5.8008 8.2035 39.3834 0.0162 0.0448 0.0121
Si 9.6679 8.2035 39.3834 -0.003 0.025 0.0167
Si 0 9.5708 39.3834 0.0111 -0.0968 -0.0429
Si 3.8672 9.5708 39.3834 0.0089 -0.0716 -0.0259
Si 7.7343 9.5708 39.3834 0.0124 -0.0306 -0.0094
Si 0 0 4.8337 -0.0442 -0.0039 -0.0599
Si 3.8672 0 4.8337 0.0208 0.0422 -0.0173
Si 7.7343 0 4.8337 -0.0278 0.0005 -0.0221
Si 1.9336 1.3673 4.8337 0.0023 -0.0341 -0.0278
Si 5.8008 1.3673 4.8337 -0.0196 -0.0987 0.0878
Si 9.6679 1.3673 4.8337 -0.0285 -0.079 0.0549
Si 0 5.469 4.8337 -0.0212 -0.0121 0.0176
Si 3.8672 5.469 4.8337 0.0026 -0.0121 0.0738
Si 7.7343 5.469 4.8337 -0.0302 -0.027 0.1385
Si 1.9336 6.8362 4.8337 -0.0045 -0.0259 -0.0622
Si 5.8008 6.8362 4.8337 -0.0023 -0.0641 0.0873
Si 9.6679 6.8362 4.8337 -0.0338 -0.1117 -0.0276
Si 1.9336 2.7345 2.9001 -0.012 0.0139 -0.0088
Si 5.8008 2.7345 2.9001 -0.0018 0.075 0.0163
Si 9.6679 2.7345 2.9001 -0.0015 0.0338 0.0166
Si 0 4.1018 2.9001 0.0021 -0.0149 -0.0068
Si 3.8672 4.1018 2.9001 -0.0104 -0.0249 0.004
Si 7.7343 4.1018 2.9001 -0.0062 -0.0546 0.0107
Si 1.9336 8.2035 2.9001 -0.0052 -0.0041 -0.0277
Si 5.8008 8.2035 2.9001 -0.0028 0.0587 0.0044
Si 9.6679 8.2035 2.9001 -0.0114 0.036 -0.0047
Si 0 9.5708 2.9001 0.0037 -0.0281 -0.0153
Si 3.8672 9.5708 2.9001 -0.017 -0.0434 0.0099
Si 7.7343 9.5708 2.9001 -0.0075 -0.0242 0.0069
Si -0.0929 0.1952 29.0144 -0.0056 -0.005 -0.0225
Si 3.4311 0.2493 29.5987 -0.0103 -0.0053 -0.0149
Si 8.8086 0.7244 30.3587 -0.0077 0 -0.0437
Si 1.5588 1.7177 29.6046 -0.0131 0.0064 0.006
Si 4.7731 2.1728 29.4147 0.0152 0.0082 0.0008
Si 7.034 1.1447 27.9556 0.0126 -0.0005 -0.0014
Si -2.283 5.8221 28.7083 0.0151 0.0038 -0.0042
Si 3.3993 6.4202 30.285 -0.0108 -0.0001 0.0096
Si 6.0344 8.5378 31.6096 0.0054 0.0036 -0.0032
Si 1.5309 5.8818 28.9232 -0.0017 0.0064 -0.0004
Si 7.23 5.3935 29.6828 0.0044 -0.0178 -0.0131
Si 11.0746 5.9923 30.2084 -0.0106 -0.0007 -0.0108
Si 1.735 2.9424 31.6457 0.0181 0.0026 -0.0021
Si 5.5461 2.9368 31.5568 -0.0131 -0.0018 0.0099
Si 9.4006 2.6588 31.7282 0.002 0.0154 0.003
Si -0.2952 4.1423 31.6944 0.0004 -0.0072 -0.0002
Si 3.6567 4.424 31.6844 0.0008 -0.0076 0.0031
Si 7.536 4.163 31.6894 0.0018 -0.0028 0.0143
Si 2.4001 8.085 31.7171 0.0016 0.0019 -0.0126
Si 5.6687 7.2129 29.7253 -0.0002 0.0171 0.0027
Si 10.0738 7.9025 31.6519 0.0059 -0.0026 0.0026
Si 0.3496 9.2842 31.5547 0.0087 -0.0157 0.0107
Si 4.0013 9.8258 31.5652 0.0076 -0.0151 0.0087
Si 8.2273 9.604 31.5905 -0.0112 -0.009 0.0005
Si 0.0706 -0.0319 33.4186 0.0122 0.0062 0.001
Si 3.859 0.1321 33.5484 0.006 0.0041 -0.0034
Si 7.797 -0.0361 33.5763 0.0019 -0.0048 0.0108
Si 1.9 1.471 33.5277 -0.0037 -0.0055 -0.0055
Si 5.8129 1.418 33.4483 -0.0002 0.0027 -0.0185
Si 9.6944 1.3504 33.6504 -0.0121 0.0014 -0.0012
Si -0.0265 5.4325 33.6686 -0.0067 0.0108 -0.002
Si 3.8678 5.563 33.7026 -0.0002 0.0037 -0.0133
Si 7.6749 5.5418 33.5946 -0.0008 0.0079 -0.0076
Si 1.9297 6.8507 33.6861 0.0032 -0.0104 0.0031
Si 5.8002 7.0017 33.5234 0.0007 -0.0091 -0.0023
Si 9.6771 6.7941 33.6672 0.0057 -0.0135 -0.0053
Si 1.9809 2.7448 35.5219 -0.0008 0.0025 0
Si 5.8631 2.7106 35.4725 0.0044 0.0031 0.0039
Si 9.712 2.7462 35.5452 0.0035 0.0007 0.0022
Si 0.0502 4.0799 35.5707 0.0007 -0.002 -0.005
Si 3.9378 4.0922 35.5353 -0.0034 -0.0023 -0.0046
Si 7.7593 4.116 35.5024 -0.003 -0.0053 -0.0043
Si 1.8923 8.2545 35.5541 0.0002 0.0059 -0.0059
Si 5.76 8.2455 35.5247 0.0017 0.0028 -0.0046
Si 9.6471 8.2431 35.5256 0.0017 0.0076 -0.0023
Si -0.0214 9.6205 35.4631 -0.0042 -0.0093 0.0002
Si 3.8302 9.6252 35.4738 0.0032 -0.0069 -0.0039
Si 7.6956 9.5838 35.529 0.003 0.0023 -0.0042
Si 0 0 37.4498 -0.0842 0.1642 -0.2348
Si 3.8672 0 37.4498 -0.0656 0.0959 -0.0681
Si 7.7343 0 37.4498 -0.0313 0.1251 0.1127
Si 1.9336 1.3673 37.4498 0.113 -0.0469 0.008
Si 5.8008 1.3673 37.4498 0.0858 -0.0595 -0.1912
Si 9.6679 1.3673 37.4498 -0.0081 -0.0064 0.2109
Si 0 5.469 37.4498 0.0501 0.1379 0.1923
Si 3.8672 5.469 37.4498 0.1183 -0.0323 0.113
Si 7.7343 5.469 37.4498 0.0376 0.0393 -0.0723
Si 1.9336 6.8362 37.4498 -0.0554 0.0742 0.0611
Si 5.8008 6.8362 37.4498 -0.117 0.0376 -0.101
Si 9.6679 6.8362 37.4498 0.0105 0.0687 -0.0419
Si 1.9186 2.7257 6.7677 0.0001 -0.0021 -0.0017
Si 5.7811 2.7105 6.7913 0.0029 0.0041 -0.0013
Si 9.6429 2.7196 6.7782 -0.0002 0.0038 -0.0001
Si -0.0273 4.0844 6.7614 -0.0007 -0.0037 0.0005
Si 3.8597 4.0897 6.7723 0.0009 -0.0006 -0.0004
Si 7.7073 4.0804 6.7812 0.0009 -0.0033 0.0017
Si 1.9245 8.2078 6.7545 0.0009 0.0002 0.0029
Si 5.7822 8.1865 6.7887 0 0.0029 0.0032
Si 9.6364 8.1842 6.7674 0.0015 0.0018 -0.0026
Si -0.0339 9.55 6.7497 -0.0005 -0.0021 -0.0022
Si 3.8633 9.5659 6.7629 0.0006 -0.0013 -0.0015
Si 7.715 9.5582 6.7609 0.0012 0.0006 -0.0019
Si -0.0495 -0.0242 8.6726 0.0026 0.0014 0.0084
Si 3.862 -0.0281 8.7117 0.0047 0.0055 0.0007
Si 7.7181 -0.0134 8.6888 -0.0003 0.0035 0.0045
Si 1.8996 1.3002 8.6599 -0.0017 0.0009 0.0025
Si 5.7972 1.3393 8.7442 0.0013 -0.0071 0.0044
Si 9.6311 1.3819 8.7415 -0.0011 -0.0089 -0.0037
Si -0.0335 5.4735 8.6741 0.0045 0.0061 0.0054
Si 3.8551 5.4207 8.7341 -0.0001 0.0038 0.0063
Si 7.6743 5.428 8.7347 0.0002 0.007 0.0056
Si 1.918 6.7833 8.6375 -0.0014 -0.0056 0.0022
Si 5.7826 6.8105 8.7366 0.0055 -0.0077 0.0036
Si 9.5929 6.7944 8.6896 -0.002 -0.009 0.0016
Si 1.8419 2.6093 10.5957 0.0022 -0.0008 0.0079
Si 5.7986 2.6478 10.7361 -0.0044 0.013 -0.0057
Si 9.6156 2.8817 10.6184 0.0011 0.0139 0.0051
Si 0.0015 4.1303 10.6084 -0.0029 -0.0085 -0.0082
Si 3.8186 3.9187 10.5975 0.0024 -0.0024 -0.0003
Si 7.6396 4.1814 10.7701 -0.0008 -0.0112 -0.0092
Si 1.8955 8.1049 10.565 0.0015 0.0111 -0.004
Si 5.8165 8.1359 10.7122 -0.0023 0.0065 -0.0061
Si 9.563 8.1582 10.6102 -0.0017 0.0078 -0.0034
Si -0.0728 9.4368 10.5105 0.0033 -0.007 -0.0073
Si 3.8536 9.4235 10.5618 -0.0032 -0.0095 0.0044
Si 7.6758 9.6575 10.674 0.003 -0.0088 -0.0063
Si -0.4768 -0.3096 12.4608 0.0076 -0.0055 -0.0004
Si 3.9254 -0.2272 12.4956 0.0035 -0.0121 -0.0025
Si 7.7501 0.2065 12.6286 -0.0075 -0.0063 0.0084
Si 2.1287 1.229 12.5265 0.0037 0.0243 -0.0126
Si 5.6498 1.315 12.7518 0.0026 0.0024 0.0044
Si 9.7258 1.5421 12.5156 0.0042 0.0127 -0.0108
Si 0.03 5.4471 12.5932 0.0088 -0.0107 0.0036
Si 3.8529 5.2456 12.5134 0.003 -0.0197 -0.0047
Si 7.6965 5.5357 12.8143 0.0122 -0.008 0.0065
Si 2.0075 6.7102 12.4672 0.0048 0.0143 0.0092
Si 5.6375 6.7542 12.6965 -0.0126 0.0119 0.0079
Si 9.6737 6.8258 12.5992 -0.0082 0.0059 -0.0102
O 3.8372 9.8982 13.9564 0.0025 -0.0012 0.0002
O 3.8852 4.4994 14.0288 0.0014 0.0093 -0.0012
O -4.0162 3.7114 16.7098 0.0021 0.0002 -0.0035
O 10.0547 -0.8871 15.4759 0.0056 0 0.0008
O 5.0679 7.5763 14.0586 0.0081 -0.0058 -0.0071
O 12.5219 0.2883 13.1355 -0.0064 -0.0059 0.0022
O 7.8349 4.5448 14.1692 -0.0009 0.0001 -0.0051
O 2.4558 2.3449 13.6817 0.0019 0.0015 0.0036
O 0.2143 4.4422 13.9095 0.0003 0.0053 -0.0063
O 8.1276 9.9634 13.7644 0.0051 -0.0028 -0.0022
O 2.3262 7.7086 13.7665 -0.0037 -0.0043 -0.006
O 10.3127 13.1717 13.9298 -0.0023 -0.0041 -0.0009
O 11.7544 10.7755 27.4327 0.0022 0.0015 0.0013
O 9.2892 4.5003 27.6689 0.0056 0.0107 0.0124
O 6.7791 4.2457 28.5162 -0.0078 -0.0004 0.0003
O 6.0329 8.2364 28.4485 0.0053 0.0057 -0.0127
O 3.4893 10.3586 28.1455 0.0055 -0.0007 0.0059
O 11.8351 -1.091 29.9811 0.0011 -0.0002 -0.001
O -6.0834 1.734 27.9895 -0.0059 -0.0012 0.0009
O 7.9115 2.2525 27.1234 0 -0.0027 -0.0004
O 7.1335 10.5516 27.4075 -0.0042 -0.0074 -0.0022
O 3.8623 3.5113 28.9879 -0.0029 -0.0079 -0.009
O -1.6909 0.5114 29.1527 0.0023 0.0066 0.0119
O 9.3882 7.2283 27.8511 0.0012 -0.0042 -0.0003
Si 5.6263 11.5459 18.7221 -0.0031 -0.0006 0.0014
Si 3.7224 2.9422 14.5181 -0.002 -0.0108 0.0007
Si -1.3751 5.83 19.8639 -0.0004 -0.0002 0.0007
Si 6.4553 9.0792 27.1072 -0.0031 -0.0037 0.0033
Si 10.6012 11.1323 21.5364 0.0025 -0.0014 -0.0097
Si 0.5945 2.1762 22.9884 0.0009 -0.0009 -0.0011
Si 5.9023 6.2665 22.2263 0.004 0.0097 -0.0037
Si 3.669 8.3523 14.4564 0.0022 0.0003 0
Si 7.8685 4.1898 20.8073 0.0026 0.0005 -0.0009
Si 1.9086 6.8399 26.7618 -0.0024 -0.0091 -0.001
Si 2.9562 9.8427 21.4494 0.0021 -0.0027 0.0019
Si 1.8703 10.7786 24.2924 0.0017 -0.003 -0.0042
Si 2.0688 8.4592 17.0326 0.0005 -0.0017 -0.0038
Si 14.5285 -4.2988 21.1769 0.0033 0.0003 -0.0002
Si 1.5429 5.6234 18.5774 -0.0012 -0.0001 0.0044
Si -0.4857 3.3151 14.8674 0.0033 -0.0004 0.0078
Si 7.8081 3.8851 27.2722 -0.0035 -0.0042 -0.0059
Si 10.4479 8.1731 22.0095 -0.0005 -0.0017 -0.0031
Si 6.9115 2.4404 23.2854 -0.0059 0.0012 -0.0022
Si 2.3044 3.6264 28.3798 0.0059 0.0018 -0.0103
Si 9.1171 7.8369 26.367 -0.0022 -0.001 -0.0023
Si 5.9948 4.7761 24.9487 0.0056 -0.0024 0.0023
Si 1.8764 2.804 16.9618 0.0013 -0.0018 -0.0039
Si 3.5536 9.6493 26.679 -0.0031 -0.004 -0.0059
Si 3.0424 4.968 25.8372 0.0039 0.0043 -0.0077
Si 7.5066 -2.2304 21.6071 -0.0198 -0.0159 -0.0269
Si 10.9642 10.4498 26.0367 0.0028 -0.0039 0.0001
Si 9.6314 1.3862 24.1214 0.0001 -0.0007 -0.0008
Si -2.7522 -3.8227 17.3859 0.0061 0.0018 0.0043
Si 12.9979 4.9683 23.2349 -0.0014 -0.002 -0.0038
Si 9.6239 0.4624 18.5748 -0.0088 -0.0078 0.0044
Si 10.8712 9.4569 16.7392 -0.0013 0.0059 -0.0019
Si 7.3488 -1.7388 18.5935 0.0393 -0.0016 0.0155
Si 8.4737 4.6064 15.6809 -0.0025 -0.0005 0.0031
Si 7.7108 2.7049 17.9852 -0.002 -0.0017 -0.0002
Si -1.8952 -1.439 13.9848 -0.0059 0.0047 0.0007
Si 11.1458 6.768 24.6218 -0.0018 -0.0016 -0.0063
Si 5.8243 0.208 21.6784 0.0007 -0.0025 -0.0009
Si 2.5947 11.1818 18.6672 0.0002 0.0013 0.0027
O 7.4843 -2.9259 17.4992 -0.0007 0.0238 0.0185
O 9.446 4.675 20.7455 0.0013 -0.0007 -0.0023
O 6.5222 1.5988 17.8017 0.0003 -0.0021 -0.0007
O 9.9938 4.0556 15.7734 0.0013 -0.0004 -0.0009
O 6.8736 5.4265 21.212 -0.002 -0.0006 0.0036
O 2.3996 10.8812 20.2878 0.0004 -0.0001 -0.0018
O -1.7943 7.8596 13.9172 0.0037 -0.0101 0.0116
O 3.3723 8.2941 16.0583 -0.0002 -0.0018 0.0003
O 3.2901 2.7975 16.0924 -0.0015 0.0002 -0.0001
O 2.3989 9.676 18.0669 0.001 -0.0014 0.0004
O 2.7439 8.2432 26.7996 0.0048 0.0068 -0.0003
O 1.7341 1.499 17.9926 -0.0014 0.0002 -0.0021
O 1.1878 3.5755 22.419 0.0008 -0.0012 -0.0001
O 7.1718 -0.6747 21.8624 0.0086 -0.0195 -0.0078
O 5.9 -1.0076 18.5363 0.011 0.0031 -0.0054
O 2.9857 10.58 25.4626 0.0015 -0.0018 -0.001
O 0.0253 5.382 19.1584 0.0038 -0.0021 -0.0034
O 0.6056 2.7062 15.9188 0.0042 -0.0002 0.0006
O 4.6827 5.026 25.8834 -0.0036 -0.003 -0.0013
O -1.4577 8.0982 17.2742 0.0021 -0.0077 -0.002
O 1.7746 6.192 22.2428 0.0005 -0.0015 -0.002
O 8.1305 1.9767 24.2611 0.0005 -0.0002 -0.002
O 11.2276 7.8314 23.3899 0.0005 -0.0028 -0.0021
O 1.686 1.4397 23.9703 0.0006 -0.0012 -0.0013
O 0.0015 5.3214 24.0211 0.0032 -0.0024 -0.0029
O 9.6198 6.771 25.2241 -0.0003 -0.0028 -0.0013
O 1.88 4.2448 17.7597 0.002 -0.0004 -0.0039
O 11.8749 1.1922 21.7265 -0.0018 -0.0055 -0.0022
O 7.2976 4.6684 25.9302 -0.0028 -0.0007 -0.0051
O 7.4387 12.0729 29.5478 0.0071 -0.0077 0.0055
O 4.5185 10.2019 21.7245 -0.0003 -0.0012 -0.0043
O -0.9665 -3.8853 20.8542 0.0002 -0.0006 -0.0014
O 0.4615 10.181 24.8659 0.0037 0.0005 -0.0028
O 2.6223 4.7348 24.2783 0.0019 -0.0011 0.0027
O 10.7977 2.4907 23.7943 0.0014 0.0004 -0.0002
O 9.6556 0.3245 22.8674 0.0015 -0.0025 -0.0006
O 5.8984 3.3939 24.1126 0.0081 -0.0095 -0.0075
O 7.5315 8.2142 26.2269 -0.0003 -0.0029 -0.0027
O 5.8968 1.0279 20.2749 -0.0006 -0.0013 -0.013
O 5.0984 9.3221 26.2479 0.0047 -0.006 0.0065
O 7.4786 3.5579 19.3581 0.0001 -0.0022 -0.0003
O 2.474 3.6862 26.7242 -0.0039 -0.0069 0.0116
O 2.206 10.0049 22.8937 0.0033 -0.0001 -0.001
O -2.4318 1.9267 17.9936 0.0013 -0.0054 -0.0001
O -6.4751 2.1526 14.1281 0.0014 -0.0011 -0.0038
O 4.3576 6.1029 21.7463 0.0028 0.0004 0.0001
O 2.6258 5.8485 19.7834 -0.0015 -0.0022 -0.0055
O 9.1365 6.2081 18.7079 0.0011 -0.0007 -0.0021
O 6.2555 7.8406 22.1293 0.0323 0.009 -0.0077
O 4.0822 0.8021 18.3434 0.016 -0.0013 0.0013
O -2.7368 -2.6412 22.3863 -0.0042 -0.0034 -0.0114
O 5.8656 1.264 22.8929 0.0034 0.0028 0.0008
O 10.0179 9.1666 26.2386 0.0015 0.0002 -0.0049
O -3.054 6.173 16.1079 0.0029 -0.0027 -0.0052
O 10.9126 10.6716 17.8588 0.0035 -0.0036 -0.0003
O 6.1305 5.9305 23.8102 -0.0016 -0.0027 -0.0099
O 9.9899 0.7235 25.5635 -0.0009 0.0031 -0.0019
O 8.4043 -0.5562 18.289 -0.0296 -0.0379 0.0225
O 0.7514 -1.9225 16.2373 0.001 -0.0011 0.0005
O 7.7023 8.4826 20.0093 -0.0251 0.0248 -0.0138
O 7.6591 3.0759 21.9785 -0.0029 -0.0028 0.0029
O 1.6775 6.9996 17.6782 0.0007 -0.0015 -0.0026
O 11.0425 9.5683 21.4002 -0.0018 0.0027 -0.0022
O 0.572 7.141 25.8385 0.0037 0.0028 0.0006
O 2.8603 8.2671 20.9906 0.0003 -0.0003 -0.0013
O 9.8479 0.6468 20.1731 0.0067 -0.0008 -0.002

Results
free energy: -175142.023 eV
free energy less fixed offsets of O -568.88, Si -635.61 eV per atom: 1.127 eV

The program warned: the cutoff lies below the one the program advises for these potential files; the exchange-correlation potential is rough where the density is thin.
